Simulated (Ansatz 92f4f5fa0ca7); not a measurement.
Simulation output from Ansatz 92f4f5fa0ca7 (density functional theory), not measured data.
Periodic cell of 351 atoms, Si241O110, from a study of silicon, its oxide and their interface. The atomic structure is a simulated model.
Doubt: the cutoff is far below the 930 eV that the study's wrapper takes by default for these files, so forces and energies are approximate.
This geometry differs little from another in the collection (a relaxation step or a small displacement).

Settings
functional: PBE
potential files: Ansatz PAW
basis: plane waves
wave-function cutoff: 580 eV
density cutoff ratio: 5
exchange-correlation grid ratio: 1
k mesh: 1 x 1 x 1, Gamma-centred
self-consistency stop: 5e-08 eV per atom in the density residual
occupations: fixed
spin: none
net charge: 0

Cell vectors (angstrom)
a  11.6015  0  0
b  0  13.3963  0
c  0  0  39.766

Atoms: element, x, y, z (angstrom)
Si  0  2.2327  1.1851
Si  3.8672  2.2327  1.1851
Si  7.7343  2.2327  1.1851
Si  1.9336  5.5818  1.1851
Si  5.8008  5.5818  1.1851
Si  9.6679  5.5818  1.1851
Si  0  8.9308  1.1851
Si  3.8672  8.9308  1.1851
Si  7.7343  8.9308  1.1851
Si  1.9336  12.2799  1.1851
Si  5.8008  12.2799  1.1851
Si  9.6679  12.2799  1.1851
Si  1.9336  1.1164  1.9745
Si  5.8008  1.1164  1.9745
Si  9.6679  1.1164  1.9745
Si  0  4.4654  1.9745
Si  3.8672  4.4654  1.9745
Si  7.7343  4.4654  1.9745
Si  1.9336  7.8145  1.9745
Si  5.8008  7.8145  1.9745
Si  9.6679  7.8145  1.9745
Si  0  11.1635  1.9745
Si  3.8672  11.1635  1.9745
Si  7.7343  11.1635  1.9745
Si  1.9336  1.1164  4.3426
Si  5.8008  1.1164  4.3426
Si  9.6679  1.1164  4.3426
Si  0  4.4654  4.3426
Si  3.8672  4.4654  4.3426
Si  7.7343  4.4654  4.3426
Si  1.9336  7.8145  4.3426
Si  5.8008  7.8145  4.3426
Si  9.6679  7.8145  4.3426
Si  0  11.1635  4.3426
Si  3.8672  11.1635  4.3426
Si  7.7343  11.1635  4.3426
Si  0  0  35.4254
Si  3.8672  0  35.4254
Si  7.7343  0  35.4254
Si  1.9336  3.3491  35.4254
Si  5.8008  3.3491  35.4254
Si  9.6679  3.3491  35.4254
Si  0  6.6981  35.4254
Si  3.8672  6.6981  35.4254
Si  7.7343  6.6981  35.4254
Si  1.9336  10.0472  35.4254
Si  5.8008  10.0472  35.4254
Si  9.6679  10.0472  35.4254
Si  0  0  37.7936
Si  3.8672  0  37.7936
Si  7.7343  0  37.7936
Si  1.9336  3.3491  37.7936
Si  5.8008  3.3491  37.7936
Si  9.6679  3.3491  37.7936
Si  0  6.6981  37.7936
Si  3.8672  6.6981  37.7936
Si  7.7343  6.6981  37.7936
Si  1.9336  10.0472  37.7936
Si  5.8008  10.0472  37.7936
Si  9.6679  10.0472  37.7936
Si  0  2.2327  38.5829
Si  3.8672  2.2327  38.5829
Si  7.7343  2.2327  38.5829
Si  1.9336  5.5818  38.5829
Si  5.8008  5.5818  38.5829
Si  9.6679  5.5818  38.5829
Si  0  8.9308  38.5829
Si  3.8672  8.9308  38.5829
Si  7.7343  8.9308  38.5829
Si  1.9336  12.2799  38.5829
Si  5.8008  12.2799  38.5829
Si  9.6679  12.2799  38.5829
Si  0.0675  -0.0537  28.3402
Si  3.8556  -0.1111  28.3264
Si  7.3332  0.272  28.0693
Si  2.1633  3.3558  28.4852
Si  5.7662  3.4147  28.5959
Si  9.7771  3.2122  28.4866
Si  0.0749  6.5609  28.1608
Si  3.8916  6.7292  28.2223
Si  7.7838  6.6291  28.2453
Si  1.9674  9.9869  28.2215
Si  5.7934  10.0297  28.2142
Si  9.7602  9.9399  28.3523
Si  0.1653  2.1803  29.1428
Si  3.9405  2.0909  29.307
Si  7.7268  2.29  29.1839
Si  2.0026  5.595  29.1287
Si  5.8104  5.6702  29.1412
Si  9.7278  5.5163  29.0494
Si  0.0811  8.7825  29.0107
Si  3.8953  8.9209  29.0647
Si  7.7497  8.884  29.0003
Si  1.9493  12.1939  29.0975
Si  5.7699  12.2375  29.087
Si  9.8486  12.1426  29.1341
Si  0.0837  2.197  31.5059
Si  3.898  2.1661  31.6235
Si  7.747  2.2117  31.5302
Si  1.9636  5.5924  31.494
Si  5.8247  5.617  31.5026
Si  9.7141  5.5503  31.4324
Si  0.0236  8.8785  31.4098
Si  3.8787  8.9105  31.4513
Si  7.7405  8.9052  31.4041
Si  1.9442  12.2387  31.4745
Si  5.8173  12.2546  31.4666
Si  9.6647  12.2712  31.4828
Si  1.958  1.0551  32.3355
Si  5.8418  1.068  32.3279
Si  9.7088  1.1108  32.2683
Si  0.0378  4.4468  32.2614
Si  3.8946  4.4573  32.2682
Si  7.7622  4.4663  32.2572
Si  1.9492  7.8145  32.2791
Si  5.8153  7.8323  32.2825
Si  9.6789  7.7886  32.2209
Si  0.0032  11.1186  32.2326
Si  3.8823  11.1367  32.2556
Si  7.7423  11.1275  32.2507
Si  1.9333  1.1046  34.6751
Si  5.8079  1.106  34.6708
Si  9.6734  1.1175  34.6354
Si  0.003  4.4639  34.6321
Si  3.8693  4.4665  34.6359
Si  7.7383  4.4686  34.6301
Si  1.9353  7.8173  34.643
Si  5.8027  7.8216  34.6447
Si  9.6683  7.8134  34.6099
Si  0.0004  11.1534  34.6165
Si  3.8689  11.1586  34.6292
Si  7.733  11.1561  34.6257
Si  -0.0052  0.0097  5.1638
Si  3.8695  0.0116  5.1397
Si  7.733  0  5.1406
Si  1.9298  3.3378  5.1386
Si  5.799  3.3415  5.1359
Si  9.6627  3.3452  5.1366
Si  -0.0075  6.7104  5.1155
Si  3.8663  6.6957  5.0975
Si  7.733  6.7005  5.1096
Si  1.925  10.049  5.1355
Si  5.8001  10.0618  5.1073
Si  9.6758  10.0526  5.147
Si  -0.0271  0.0422  7.5577
Si  3.8579  0.0535  7.5137
Si  7.7211  0.0038  7.5165
Si  1.8937  3.3346  7.5133
Si  5.7807  3.3329  7.5078
Si  9.6252  3.3526  7.5084
Si  -0.0433  6.747  7.471
Si  3.8488  6.6972  7.4406
Si  7.7077  6.725  7.4604
Si  1.9067  10.0659  7.5059
Si  5.7846  10.1092  7.4559
Si  9.6812  10.0736  7.5267
Si  -0.0603  2.2852  8.3879
Si  3.8408  2.2742  8.376
Si  7.7058  2.2158  8.34
Si  1.8811  5.5938  8.1553
Si  5.783  5.5801  8.2137
Si  9.6341  5.603  8.2333
Si  -0.0054  8.9471  8.3889
Si  3.8727  8.9408  8.1749
Si  7.7057  8.9756  8.205
Si  1.9345  12.3156  8.2738
Si  5.773  12.3286  8.328
Si  9.6455  12.2994  8.3565
Si  -0.1139  2.3519  10.806
Si  3.8138  2.3183  10.7939
Si  7.689  2.1824  10.7365
Si  1.831  5.6066  10.4729
Si  5.7669  5.5649  10.5578
Si  9.5796  5.6235  10.5809
Si  -0.0001  8.9378  10.8203
Si  3.8972  8.9219  10.5016
Si  7.6781  9.0038  10.5405
Si  1.9507  12.3414  10.6273
Si  5.7446  12.3506  10.7229
Si  9.6331  12.2894  10.7536
Si  1.8296  1.1986  11.44
Si  5.7253  1.17  11.6284
Si  9.6181  1.0999  11.6337
Si  -0.0889  4.6704  11.5078
Si  3.7562  4.6273  11.3684
Si  7.6904  4.4411  11.3728
Si  2.0309  7.7785  11.3219
Si  5.8216  7.7786  11.3235
Si  9.5334  7.8471  11.3562
Si  0.0482  11.2416  11.4326
Si  3.8457  11.0974  11.3779
Si  7.6475  11.1761  11.4733
O  9.5939  1.0251  13.31
O  11.4677  5.0855  13.1354
O  1.6345  1.2561  13.0982
O  7.4972  11.0117  13.1243
O  3.618  5.0388  12.9912
O  5.7565  1.1553  13.3145
O  7.7921  4.3923  13.0255
O  11.9343  11.5222  13.0608
O  5.9071  7.6181  12.9695
O  9.1137  7.7755  12.9796
O  3.8592  10.7216  13.0081
O  2.4905  7.5368  12.9156
O  11.745  6.5203  26.4892
O  3.9388  -0.2987  26.6524
O  2.689  3.5508  26.8967
O  5.5334  10.0221  26.5669
O  6.9647  14.066  26.5008
O  5.5103  30.3372  26.9547
O  2.0421  10.0044  26.5524
O  8.7002  -0.6262  28.1105
O  3.8894  6.7872  26.5404
O  -0.1818  13.2251  26.6991
O  9.717  10.1458  26.6935
O  9.9388  2.8215  26.8751
Si  3.7044  3.2938  21.9328
Si  11.1918  4.9782  17.3231
Si  9.3529  0.3131  14.7712
Si  4.8156  6.2343  22.4091
Si  7.1574  11.575  14.6211
Si  7.6003  8.9829  16.1458
Si  2.4926  0.9369  14.433
Si  5.0673  0.7608  22.9546
Si  1.7926  0.1904  17.1475
Si  2.0679  5.6064  19.0694
Si  5.2681  1.9164  14.6957
Si  0.9554  3.5674  21.3212
Si  4.1259  3.4292  26.1039
Si  3.9951  11.485  14.4385
Si  7.6328  11.2972  20.6622
Si  3.4698  0.5535  25.3339
Si  9.7658  1.1296  23.8379
Si  5.7972  7.156  14.523
Si  4.7881  1.1783  17.525
Si  11.1573  11.1419  14.4425
Si  1.3045  10.0959  25.0916
Si  7.7099  3.4002  19.3527
Si  7.7294  6.5077  23.1457
Si  7.2229  13.4026  25.0213
Si  3.0493  6.3154  13.8613
Si  10.5142  5.5423  22.4036
Si  5.0617  12.7534  20.0231
Si  9.114  2.9148  16.6279
Si  7.2491  4.3809  14.5538
Si  9.8843  8.3534  14.2956
Si  7.679  8.7383  19.3213
Si  0.3607  14.1507  19.7928
Si  2.2114  -1.7887  20.5593
Si  10.0012  9.2147  25.3869
Si  0.4462  5.7867  25.0432
Si  12.1305  13.1833  25.2372
Si  4.5541  3.7442  19.1121
Si  9.0212  0.8312  20.7293
Si  8.3864  6.4606  25.958
Si  5.8272  10.5305  25.0469
Si  4.7584  8.5995  20.6236
Si  3.6003  6.1204  25.0711
Si  3.4391  10.3219  23.0156
Si  10.0636  3.6903  25.5146
Si  2.3231  8.8783  19.0031
Si  1.8619  10.5952  16.4768
Si  9.4862  6.0848  19.6586
Si  0.1981  5.9797  14.4733
Si  7.9567  9.5132  23.264
O  4.2324  6.8268  14.8503
O  5.6178  1.1137  16.1016
O  6.4242  6.0396  22.3231
O  3.2787  12.9258  14.2506
O  7.9969  2.8701  17.8261
O  5.5516  11.7036  14.8282
O  11.5961  4.214  25.2387
O  6.7515  11.8597  25.1141
O  3.6435  5.1053  18.8391
O  8.6379  4.683  19.7871
O  4.3483  9.5391  21.9027
O  8.7973  0.1202  24.6699
O  3.9361  8.944  19.2631
O  9.4054  7.7229  25.6731
O  10.4997  3.4847  17.3157
O  7.8696  13.0264  14.8203
O  14.2126  11.4471  22.1463
O  12.4711  11.6476  24.8039
O  1.5926  11.9757  17.3033
O  4.6816  2.3168  22.7493
O  11.3048  7.5441  14.3557
O  5.4762  13.7912  18.803
O  10.3363  0.6468  19.7775
O  0.8751  0.9197  18.2552
O  1.9326  9.3078  17.4759
O  7.3025  6.4964  24.7319
O  6.1159  11.503  20.065
O  11.0392  5.4137  15.7731
O  4.1317  4.8126  22.1797
O  9.1524  5.0218  25.7592
O  9.3058  9.9134  24.0894
O  11.6001  9.1231  25.1015
O  7.394  8.7909  17.732
O  3.5591  12.1499  19.7767
O  8.4956  3.9266  15.4979
O  1.7268  10.1118  19.9784
O  11.2952  6.295  23.6509
O  10.3515  6.0013  18.2823
O  9.4771  1.1102  22.2537
O  6.6906  9.3805  24.2845
O  10.1121  9.9528  14.0592
O  4.3262  6.9075  23.831
O  9.42  1.4521  15.9477
O  2.1401  3.1736  22.3849
O  10.4389  12.494  15.0241
O  0.6787  2.1755  20.5267
O  8.281  12.7798  20.6456
O  4.1736  1.9962  25.3988
O  3.6312  2.1006  14.6439
O  13.5112  7.269  19.2061
O  6.3276  8.639  20.2321
O  11.2199  4.0809  22.1195
O  9.5962  2.6855  24.326
O  1.8702  0.689  25.3552
O  10.4855  6.3023  20.9505
O  2.2797  9.5447  23.8923
O  8.9433  8.1831  15.6231
O  6.7401  5.8837  14.9153
O  7.7332  10.5636  15.7658
O  1.4266  0.8036  15.6686
O  6.2549  8.4069  15.4403
O  8.0528  2.0889  20.2918
O  6.1546  3.9483  19.4679
O  5.1632  13.4664  21.4896
O  4.1992  4.608  25.0066
O  11.2544  13.9255  24.0938
O  2.0142  6.0292  24.7567
O  13.0733  4.8255  20.3903
O  8.555  7.4084  19.6056
O  4.4791  10.8112  24.1811
O  8.175  8.0118  22.6468
O  3.8445  2.9312  20.3418
O  7.6529  10.6933  22.1847
O  5.9817  3.3726  14.7347
O  6.4734  0.7479  23.776
O  4.5185  2.7638  17.8134
O  1.7918  5.8753  14.788
O  1.0594  12.7905  20.438
O  3.2511  10.6446  15.6196
O  12.7533  5.0486  17.814
O  4.3465  7.1131  21.1298
O  3.9573  -0.0139  23.8835
O  0.5781  10.4551  15.4946
O  8.3934  10.1639  19.7432
O  8.9386  5.4427  22.8566
O  3.3736  0.4368  17.3273

Results
free energy: -215763.729 eV
free energy less fixed offsets of O -568.88, Si -635.61 eV per atom: -4.919 eV

Forces (eV/angstrom), in the order of the atoms: element, x, y, z
Si  0.0029  -0.0095  0.017
Si  0.0067  0.0091  0.0065
Si  -0.0027  0.0011  0.0013
Si  0.0029  0.0131  0.0172
Si  0.0068  0.0081  0.0182
Si  -0.0008  0.0099  0.0206
Si  0.0005  -0.0132  0.0076
Si  0.0007  -0.0126  0.0039
Si  0.0066  -0.0055  -0.014
Si  -0.0013  0  -0.0208
Si  0.01  0.0114  0.0104
Si  -0.0007  -0.0155  -0.0183
Si  -0.0192  -0.0383  -0.0008
Si  0.0097  -0.0222  0.0076
Si  -0.0031  -0.0235  -0.0016
Si  -0.006  -0.0077  -0.0131
Si  -0.0116  -0.0545  -0.0117
Si  -0.0124  -0.0278  -0.0052
Si  -0.0122  0.0164  -0.0006
Si  -0.0012  0.024  -0.0056
Si  -0.0188  0.0401  0.0027
Si  -0.0066  0.0417  0.0046
Si  -0.0422  0.027  -0.0055
Si  0.0405  0.0045  0.005
Si  -0.0589  -0.0434  0.0294
Si  0.0239  -0.0109  -0.0372
Si  -0.0108  -0.022  0.0459
Si  -0.0291  -0.0147  0.1328
Si  -0.0278  -0.1197  0.0129
Si  -0.0356  -0.0528  0.0161
Si  -0.0468  0.0753  -0.0905
Si  0.0059  0.0782  -0.1061
Si  -0.0409  0.1334  -0.1057
Si  -0.0213  0.1181  0.0599
Si  -0.1081  0.105  0.0331
Si  0.1125  0.0505  -0.01
Si  -0.0733  -0.1468  0.0551
Si  0.041  -0.1438  0.1458
Si  0.1325  -0.1169  0.053
Si  0.0181  0.0185  0.0052
Si  0.0467  0.0319  -0.0293
Si  0.0206  0.0128  -0.024
Si  -0.0306  0.004  -0.0887
Si  0.0244  0.0118  -0.0043
Si  0.0519  0.0196  -0.0592
Si  0.0008  0.0248  -0.0031
Si  0.0018  0.0402  0.0678
Si  0.0043  -0.054  -0.0972
Si  -0.0261  -0.0543  -0.0026
Si  0.0146  -0.0369  -0.0013
Si  0.0506  -0.0329  0.0009
Si  0.0096  0.0087  0.0052
Si  0.012  0.0173  0.0103
Si  0.0038  0.0124  0.0015
Si  -0.0138  0.0139  0.0099
Si  0.0069  0.0144  0.0073
Si  0.0204  0.0233  0.0068
Si  0.001  0.0217  -0.0041
Si  0.0014  0.0274  -0.0117
Si  0.0035  -0.0069  -0.0023
Si  -0.0041  0.0041  -0.0208
Si  -0.0069  -0.0122  -0.0126
Si  0.0038  -0.0026  -0.0131
Si  0.001  -0.0108  -0.0155
Si  -0.0074  -0.0055  -0.0119
Si  -0.0018  -0.0072  -0.0064
Si  0.0002  0.0123  -0.0082
Si  0.0008  0.0089  -0.0033
Si  -0.0079  0.0051  -0.0022
Si  -0.0024  0.002  0.0129
Si  -0.0095  -0.0102  0.0111
Si  0.0017  0.0188  0.0247
Si  -0.0022  -0.0063  0.0045
Si  -0.0022  -0.0058  0.0065
Si  0.0169  -0.0147  0.0035
Si  -0.0015  0.0008  0.0038
Si  0.0124  0.0017  0.0041
Si  -0.0037  0.0037  -0.0015
Si  -0.0017  -0.0005  0.0018
Si  0.0018  0.0022  0.006
Si  -0.0013  -0.0027  -0.0055
Si  0.0026  0.0069  0.0029
Si  -0.0061  0.0051  0.0032
Si  -0.0089  0.0065  -0.0091
Si  0.0003  -0.0031  0.0045
Si  -0.0034  0.0004  0.0042
Si  -0.0052  -0.001  0.0025
Si  0.0002  -0.0007  0.0026
Si  -0.0026  0.0009  0.0033
Si  0.0014  0.0007  0.0058
Si  0.0064  -0.0036  0.001
Si  -0.0005  -0.0046  0.0028
Si  0.0044  -0.0029  0.0059
Si  0.0002  0.0032  -0.0001
Si  0.0043  0.0061  0.0012
Si  -0.0226  0.0263  0.006
Si  0  0.0014  -0.0014
Si  -0.0022  0.0014  0.0017
Si  0.0001  0  -0.0046
Si  -0.001  0.0004  -0.0003
Si  -0.0003  0.0004  -0.0023
Si  0.0008  -0.0007  -0.0004
Si  -0.0015  0.0002  0.0009
Si  -0.0034  0.0001  -0.0042
Si  -0.0003  0.002  -0.0016
Si  0.0011  0.001  -0.002
Si  -0.0003  -0.0028  -0.0039
Si  0.0006  -0.0035  -0.0132
Si  -0.0012  -0.0026  -0.0009
Si  0.0026  0.0002  0.0018
Si  -0.0005  -0.0016  -0.0019
Si  0  0.001  -0.0021
Si  0.0016  0.0012  -0.0033
Si  0.001  0.0007  -0.0008
Si  0.0049  -0.0009  -0.0033
Si  -0.0001  -0.002  -0.0016
Si  -0.0011  -0.0004  -0.003
Si  0.0004  0.0007  0.0029
Si  0.0008  0.0002  -0.0009
Si  0.0019  0.0007  0.0008
Si  0.0001  0.0005  0.0004
Si  -0.0009  0.0001  -0.0002
Si  0.001  -0.0008  0.0014
Si  0.0004  -0.0001  0.0007
Si  -0.0006  -0.0005  0.0022
Si  -0.0003  0.0004  0.0011
Si  -0.0021  0.0006  0.0009
Si  -0.0002  0.0006  0.0015
Si  0.0006  0.0007  0.0019
Si  0.002  -0.0019  0
Si  -0.0004  0.0002  0.0011
Si  -0.0006  -0.0003  -0.0006
Si  0  -0.0001  -0.0019
Si  0.0003  -0.0001  -0.0004
Si  0.0006  -0.0009  -0.0008
Si  0.0002  0.0001  -0.0006
Si  0.0001  -0.0006  0
Si  -0.0002  0.0003  -0.0006
Si  0.0003  0.0006  -0.0004
Si  0.0004  -0.0001  0.0004
Si  -0.0004  0.0003  0.0005
Si  -0.0002  -0.0001  -0.0006
Si  0.0002  0  0.0011
Si  0.0004  0.0005  -0.0007
Si  0.0007  -0.0007  0.0018
Si  -0.0004  0  0.0006
Si  -0.0006  0.0005  0.0016
Si  -0.0009  -0.0001  0.0017
Si  -0.0004  0.0001  0.0009
Si  -0.0005  0.0007  0.0015
Si  -0.0005  -0.0004  0.0013
Si  -0.0005  -0.0001  0.0011
Si  -0.0002  0.0006  0.001
Si  0.0005  -0.0001  0.0013
Si  0.0001  -0.0009  0.0006
Si  -0.0004  -0.0007  0.0005
Si  -0.0004  0.0015  -0.0011
Si  0.0008  0.0007  -0.0031
Si  0.0006  0.0001  0.0016
Si  0.0009  -0.0002  -0.0007
Si  0.0015  -0.0009  0.001
Si  0.0003  -0.001  0.0015
Si  -0.0008  0.0012  -0.0032
Si  0.0008  0.0011  0.0024
Si  -0.0013  0.0002  0.0021
Si  0.0009  0.0002  0.0017
Si  0.0001  -0.0002  -0.0007
Si  -0.0003  -0.0002  -0.0017
Si  0.0017  -0.0001  -0.0024
Si  -0.0002  -0.0008  -0.0029
Si  -0.0015  0.0024  -0.003
Si  -0.0007  -0.0036  -0.0063
Si  -0.001  0.0022  -0.0046
Si  0.002  -0.001  -0.0029
Si  0.0011  -0.0008  -0.002
Si  -0.0007  0.0015  -0.0067
Si  -0.0005  -0.0001  -0.0055
Si  -0.0021  0.0006  -0.0062
Si  0.0007  -0.0009  -0.0016
Si  -0.0022  0.0014  -0.0023
Si  0.0003  -0.0008  -0.0005
Si  0.0006  -0.0003  -0.0004
Si  0.0008  0.0007  -0.0017
Si  -0.0006  -0.003  -0.0022
Si  0.0015  0.0003  -0.0029
Si  0.0001  -0.0026  -0.0036
Si  -0.0018  0.0041  0.0029
Si  -0.0017  -0.0017  -0.0008
Si  0.0004  0.0015  -0.0005
Si  0.0029  -0.0002  -0.0018
Si  -0.0002  0.001  -0.0017
Si  0.0017  0.0018  -0.0045
O  -0.0013  -0.0022  0.005
O  0.0006  0.0028  0.0079
O  -0.0015  -0.0003  0.0047
O  -0.0011  0.0003  0.0097
O  -0.0016  0.0039  0.006
O  -0.0014  0.0017  0.0044
O  0.0005  -0.0009  0.0075
O  -0.0007  0.0002  0.0058
O  -0.0001  0  0.003
O  -0.0005  0.0004  0.0045
O  0.0001  0.0003  0.005
O  0.0032  -0.005  0.0048
O  0.0007  -0.0006  -0.0018
O  0.0001  -0.0011  -0.0064
O  -0.0004  0.0008  -0.0052
O  0.0005  0.0002  -0.0058
O  0.0017  -0.0003  -0.0009
O  -0.0008  0.0009  -0.0031
O  -0.0041  -0.0013  -0.0078
O  0.0029  -0.0068  0.0063
O  -0.0009  0.0002  -0.0048
O  0.0023  0.001  -0.0071
O  0.0046  -0.0091  0.0001
O  0.0003  -0.002  -0.0028
Si  0.0007  0.0004  -0.0004
Si  0.0008  0.0015  0.003
Si  -0.0017  -0.0023  0.0012
Si  0.0005  0.0006  -0.0019
Si  -0.0031  0.0016  0
Si  0.0006  0.0002  0.0042
Si  0.0019  -0.0002  -0.0005
Si  0.0002  -0.0008  0.0008
Si  -0.0007  0.0012  0.0029
Si  -0.0002  0.0015  0.0007
Si  -0.0006  0.0016  0.0017
Si  -0.0002  0.0013  0
Si  0.0001  0.0011  -0.0052
Si  0.0027  0.0008  0.0008
Si  0.001  -0.0011  -0.0004
Si  -0.0021  0.0028  0.0001
Si  0.0013  0.0025  -0.0016
Si  -0.0012  -0.0046  0.0008
Si  0.0015  0.0005  0.0016
Si  -0.0007  -0.0002  -0.0009
Si  -0.0012  -0.0009  0.0031
Si  -0.0006  0.0004  0.0025
Si  -0.0014  -0.001  -0.0006
Si  -0.0037  -0.0004  0.0017
Si  0.0015  0.002  0.0023
Si  0.0003  -0.0006  -0.0001
Si  -0.0008  -0.0002  0.0023
Si  -0.0012  -0.0008  0.002
Si  -0.0024  0.0006  0.0023
Si  0.0035  0.0002  -0.0012
Si  0.0001  -0.0001  0.0039
Si  -0.0006  -0.0001  0.0012
Si  -0.0011  -0.0007  0.0006
Si  0.0026  0.0042  -0.0029
Si  0.0042  -0.0039  -0.0033
Si  -0.0005  -0.0002  0.0013
Si  0.0005  0.0016  0.0013
Si  0.0002  0.0003  -0.0001
Si  -0.0007  -0.0021  -0.0048
Si  -0.0006  0.0024  0.0009
Si  -0.0001  -0.0025  0.0014
Si  -0.0015  -0.0012  -0.0014
Si  -0.0008  0.0009  0.0012
Si  0.0034  -0.0003  -0.0002
Si  -0.002  -0.0013  0.0034
Si  0  -0.0003  0.0022
Si  -0.0004  0.0011  0.0009
Si  -0.0012  0.0024  0.0023
Si  0.0006  0.0001  -0.0012
O  0.0023  0.0006  -0.0017
O  0.0003  -0.0008  -0.0004
O  0.0002  0.0002  0.001
O  -0.0003  0.001  -0.0006
O  -0.0003  0.0002  -0.0007
O  0.0003  -0.0005  -0.0028
O  0  0.0025  0.001
O  -0.0007  -0.0023  0.0011
O  0.0003  -0.0006  -0.0007
O  0.0004  0.0001  -0.0008
O  0.0015  -0.0006  -0.0023
O  0.0003  0.0013  0
O  0.0008  0.0002  -0.0003
O  0.0001  0.002  0.0027
O  0.0002  -0.0002  -0.0022
O  0.0018  -0.0007  -0.0028
O  -0.0003  0  0.0001
O  0.0009  -0.0001  0.003
O  -0.0003  0.0004  -0.0009
O  -0.0003  0.0006  0.0007
O  -0.0034  -0.0046  -0.0008
O  0.0007  -0.0006  0.0008
O  0.0002  0  0
O  -0.0002  -0.0005  0.0001
O  0.0003  -0.0005  -0.001
O  0.0003  0.0005  0.0002
O  -0.0012  0.0014  -0.0004
O  0.0023  0.0032  -0.0056
O  0.0001  0.0004  0.0004
O  -0.0013  0.0045  0.0027
O  0.0022  -0.0008  0.0048
O  -0.0024  0.0053  0.0019
O  0.0007  0.0002  -0.0011
O  0.0011  0.0006  -0.0006
O  0.0015  -0.0016  -0.002
O  0.001  0.0008  -0.0006
O  -0.0019  0.0006  -0.0013
O  0  -0.0002  -0.0003
O  -0.0004  -0.0004  -0.0018
O  0.0012  -0.0002  0.0003
O  0.0022  -0.0012  -0.0008
O  0.0009  0.001  -0.0015
O  0.0001  0.0022  -0.0004
O  0.0003  0  0.0006
O  -0.0015  0.0023  -0.0013
O  -0.0005  0  -0.0007
O  -0.0005  0.0008  0.0006
O  -0.002  -0.0028  -0.0001
O  0.0017  -0.0014  -0.0018
O  0.0004  0.0009  -0.0015
O  -0.0013  -0.0003  -0.0007
O  0.0005  -0.0003  0.0005
O  -0.0013  -0.0038  -0.0005
O  0.0029  -0.0015  0.001
O  -0.0006  0.0004  -0.0017
O  0.0002  0.0007  -0.0009
O  -0.003  0.0003  0.001
O  -0.0018  0.0018  -0.0019
O  0.0004  -0.0022  -0.0005
O  -0.0011  -0.0004  0.0005
O  0.0025  0.0011  0.0004
O  0.0004  -0.0006  -0.0001
O  0.0002  -0.0007  -0.0004
O  0.0005  -0.0009  -0.0038
O  -0.0001  0.0016  0.0008
O  -0.0017  0.0011  -0.0012
O  -0.0027  0.0002  0.0017
O  -0.0004  -0.0007  -0.0004
O  -0.0006  0.0002  -0.0013
O  -0.0009  -0.0001  -0.0003
O  0.0001  -0.0013  -0.0002
O  0.0003  0.0004  -0.001
O  -0.0009  0.0011  -0.0017
O  0.0016  -0.0013  -0.0031
O  -0.0007  0.0001  -0.0008
O  -0.0003  -0.0002  -0.0019
O  -0.0037  0.0002  -0.0036
O  -0.0002  0.001  -0.0011
O  -0.0018  -0.001  0
O  -0.0004  -0.0007  -0.002
O  0.0013  0.0025  -0.001
O  0.0019  0.0011  -0.0016
O  0.0028  -0.0015  0.0003
O  -0.0003  0.0003  -0.0009
O  -0.0007  0.0006  0.0014
O  -0.0004  0.0003  -0.0024

The program warned: the cutoff lies below the one the program advises for these potential files; the forces do not sum to zero within the program's tolerance; the exchange-correlation potential is rough where the density is thin.
